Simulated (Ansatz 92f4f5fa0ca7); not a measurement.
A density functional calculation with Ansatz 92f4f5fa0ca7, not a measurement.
Periodic cell of 221 atoms, Si132O88H1, from a study of silicon, its oxide and their interface. The atomic structure is a simulated model.
Doubt: the cutoff is far below the 930 eV that the study's wrapper takes by default for these files, so forces and energies are approximate.
This geometry differs little from another in the collection (a relaxation step or a small displacement).

Settings: functional PBE; potential files Ansatz PAW; basis plane waves; wave-function cutoff 580 eV; density cutoff ratio 5; exchange-correlation grid ratio 1; k mesh 1 x 1 x 1, Gamma-centred; self-consistency stop 5e-08 eV per atom in the density residual; occupations fixed; spin none; net charge +1 e, with a uniform compensating background and no finite-size correction.

Cell vectors (angstrom)
a 10.938 0 0
b 0 10.938 0
c 0 0 32.0187

Atoms and the computed forces on them: element, x, y, z (angstrom), force x, y, z (eV/angstrom)
Si -0.1008 0.2412 24.6782 -0.0039 0.0054 0.0007
Si 5.8382 -0.2961 24.3337 0.0006 0.0014 0.0002
Si 2.5167 2.9525 24.7928 0.0009 -0.002 0.0043
Si 8.5455 2.4398 24.5295 0.0018 -0.0009 0.0029
Si 0.3655 5.2415 24.6096 -0.0029 -0.0005 -0.0053
Si 5.1866 5.9438 24.3563 0.002 -0.0017 0.0109
Si 2.7905 8.0625 24.546 0.0017 -0.0016 -0.0097
Si 8.1247 8.432 24.6453 0.0013 -0.0014 0.0013
Si 1.3647 1.4079 26.0681 0.0017 0.0009 -0.0021
Si 6.8543 1.3477 25.7644 -0.0012 0.0014 0.0024
Si 4.2057 4.2125 25.7884 -0.0004 -0.0008 -0.0018
Si 9.5853 4.1292 25.8175 -0.0006 0.0002 -0.0008
Si 1.4067 6.8314 25.974 -0.0035 0.0023 0.004
Si 6.8247 6.8728 25.8198 -0.0008 0.0006 -0.0024
Si 4.1121 9.6442 25.7159 0 0.0026 0.0014
Si 9.6424 9.6037 25.9566 -0.0015 -0.0011 0.002
Si 2.7813 -0.0186 27.238 -0.0014 0.0006 0.001
Si 8.1944 0.0175 27.2448 0.0023 -0.0003 -0.0012
Si -0.0555 2.7857 27.2969 -0.0012 -0.0021 0.0019
Si 5.4903 2.7403 27.1627 0.0001 -0.0005 -0.0002
Si 2.7963 5.4524 27.2648 0.0019 -0.0015 0.0033
Si 8.1805 5.4737 27.1891 0.0002 0.0008 0.0008
Si 0.0102 8.1867 27.2771 -0.0002 0.0008 -0.0021
Si 5.4371 8.2418 27.1912 0.0016 -0.0021 0.0009
Si 4.1018 1.3673 28.6005 0.2512 0.1777 -0.202
Si 9.5708 1.3673 28.6005 -0.326 0.1224 0.3548
Si 1.3673 4.1018 28.6005 0.1369 0.1019 0.2368
Si 6.8362 4.1018 28.6005 0.0711 -0.1683 -0.2849
Si 4.1018 6.8362 28.6005 0.1739 0.2736 0.142
Si 9.5708 6.8362 28.6005 -0.2607 -0.1688 -0.0218
Si 1.3673 9.5708 28.6005 0.2951 -0.0957 0.0838
Si 6.8362 9.5708 28.6005 -0.1642 0.0072 -0.0834
Si 0 0 29.9677 0.0353 0.0494 -0.0439
Si 5.469 0 29.9677 0.075 0.0565 0.0019
Si 2.7345 2.7345 29.9677 -0.0415 -0.0034 -0.0436
Si 8.2035 2.7345 29.9677 0.0128 -0.0479 0.0368
Si 0 5.469 29.9677 0.0631 0.0309 0.0079
Si 5.469 5.469 29.9677 0.056 0.0848 -0.0313
Si 2.7345 8.2035 29.9677 -0.0112 0.0116 0.0332
Si 8.2035 8.2035 29.9677 -0.031 -0.0516 -0.0298
Si 1.3673 1.3673 31.335 0.0459 0.0424 -0.0128
Si 6.8362 1.3673 31.335 -0.0079 0.0273 -0.013
Si 4.1018 4.1018 31.335 -0.0818 -0.0593 -0.0205
Si 9.5708 4.1018 31.335 0.0078 -0.0301 -0.0294
Si 1.3673 6.8362 31.335 -0.0304 0.0109 -0.0248
Si 6.8362 6.8362 31.335 0.004 -0.0155 0.0046
Si 4.1018 9.5708 31.335 0.0003 0.0012 -0.0336
Si 9.5708 9.5708 31.335 -0.0032 0.0023 -0.0202
Si 2.7345 0 0.6835 -0.0183 -0.0309 0.0284
Si 8.2035 0 0.6835 -0.0127 0.0385 0.0221
Si 0 2.7345 0.6835 -0.0262 -0.0203 0.0031
Si 5.469 2.7345 0.6835 0.0886 -0.0155 0.0034
Si 2.7345 5.469 0.6835 -0.0335 0.068 0.0171
Si 8.2035 5.469 0.6835 0.0448 0.001 0.0362
Si 0 8.2035 0.6835 0.0807 -0.0354 0.0053
Si 5.469 8.2035 0.6835 -0.0434 0.0283 0.0019
Si 4.1018 1.3673 2.0507 -0.1054 0.0806 0.0761
Si 9.5708 1.3673 2.0507 0.0998 0.0993 -0.0165
Si 1.3673 4.1018 2.0507 0.0505 -0.0965 0.0035
Si 6.8362 4.1018 2.0507 -0.1693 -0.1652 0.0234
Si 4.1018 6.8362 2.0507 0.0285 -0.024 -0.0316
Si 9.5708 6.8362 2.0507 -0.0025 0.0342 0.0292
Si 1.3673 9.5708 2.0507 -0.1071 -0.0099 0.0294
Si 6.8362 9.5708 2.0507 0.0045 -0.0338 -0.0386
Si 0 0 3.418 -0.1575 -0.2322 -0.1431
Si 5.469 0 3.418 0.2508 -0.4747 0.405
Si 2.7345 2.7345 3.418 0.0028 0.2306 -0.2992
Si 8.2035 2.7345 3.418 -0.0465 -0.2591 -0.304
Si 0 5.469 3.418 -0.0341 0.1397 0.3302
Si 5.469 5.469 3.418 -0.1843 0.1927 -0.3641
Si 2.7345 8.2035 3.418 0.0642 -0.0906 0.0992
Si 8.2035 8.2035 3.418 -0.0619 0.2134 0.1456
Si 1.3913 1.3419 4.7169 -0.0014 -0.0048 -0.0009
Si 6.9367 1.2793 4.7931 0.0007 -0.0041 -0.0005
Si 4.0615 4.1657 4.7533 0.0067 -0.0016 -0.0012
Si 9.4846 4.1272 4.768 -0.0003 0.0028 0.0025
Si 1.3425 6.8902 4.8226 -0.0019 0.0034 0.0008
Si 6.8069 6.8334 4.7677 -0.0059 -0.0033 0.0039
Si 4.1485 9.4666 4.8424 -0.0001 -0.0005 0.0011
Si 9.5375 9.596 4.8279 0.0031 0.0022 -0.0049
Si 2.8044 -0.0094 6.0845 0.0037 0.0039 0.007
Si 8.1579 -0.099 6.3721 -0.0012 0.0041 0.0011
Si -0.1746 2.6021 5.9697 -0.0016 0.0016 0.0036
Si 5.5748 2.7765 5.926 -0.0045 0.0084 0.0199
Si 2.6067 5.4402 6.2152 -0.0124 -0.0076 0.0069
Si 8.1432 5.5228 6.1668 0.0022 -0.0014 0.0066
Si -0.0138 8.2635 6.2044 0.0045 -0.0045 0.0052
Si 5.4434 7.9855 6.3197 0.0043 0.0059 0.0002
Si 3.9719 1.7322 7.1981 -0.0069 0.0008 -0.0087
Si 9.8312 1.1485 7.5699 -0.0036 -0.0013 -0.0027
Si 1.3821 3.6863 7.2396 0.0139 0.0058 -0.0114
Si 6.6293 4.2023 7.4542 -0.0165 0.012 -0.0184
Si 4.156 6.3779 7.7274 -0.0135 0.0298 -0.0231
Si 9.3674 7.0263 7.4834 -0.0003 -0.0021 -0.008
Si 1.2175 9.8947 7.4217 -0.0021 -0.0035 -0.0052
Si 7.0163 9.1269 7.6751 -0.0063 -0.0038 -0.0091
O 1.4229 4.044 24.1683 -0.0008 0.0002 -0.002
O 5.482 11.0197 22.7681 -0.0007 0.0002 -0.0055
O 2.6906 2.7264 7.1159 0.0041 -0.0062 0.0104
O 8.1829 8.0204 8.0757 0.0005 0.0003 0.0027
O 5.1777 4.8153 8.4096 0.0224 -0.052 0.0183
O 0.1427 0.1149 8.0048 0 0.0008 0.0036
O 3.9315 6.9694 24.1088 -0.0013 0.0026 -0.0008
O 9.6826 1.3032 24.2207 0.003 -0.0011 -0.0022
O 2.1796 9.3515 8.6381 0.0011 -0.0002 0.002
O 0.9308 3.4896 8.8191 0.0129 0.0053 0.0134
O 9.4222 1.9302 8.9784 0.0007 0.0006 0.0027
O 6.3187 9.5876 9.0861 -0.0016 0.0021 0.0074
O 4.4777 2.0592 8.7666 -0.0066 0.0006 -0.0098
O 3.5325 7.0903 9.0727 -0.0041 0.0039 0.0091
O 7.3519 3.5033 8.7463 0.0118 -0.0083 0.0144
O 10.0934 6.146 8.6716 0.0007 -0.0009 0.0039
O 3.129 2.0097 23.5655 0.0017 -0.0013 -0.0063
O 4.5443 1.9113 21.1964 -0.0003 0.0006 -0.0029
O 8.0829 2.8384 23.0047 -0.0011 0.001 -0.0071
O 10.8918 6.0295 23.2187 0 0.0006 -0.0026
O 6.9935 9.4931 24.1026 -0.0011 -0.0017 -0.0033
O 1.9979 8.4908 23.159 -0.0002 0.0006 -0.0011
O 5.7414 5.8118 22.7948 0.0008 -0.0011 -0.0143
O 0.58 10.6906 23.2781 0.0024 -0.0026 -0.0055
Si 2.8551 8.4318 9.7996 0.0013 0.0015 -0.0019
Si -1.1267 3.4351 19.3048 0.0001 -0.0002 0.0026
Si 3.0783 10.4949 19.8889 0.0002 -0.0003 0.0032
Si 1.8701 2.4423 19.6438 0.0001 0 0.0026
Si 6.6374 2.2991 14.4783 -0.0004 -0.0008 -0.0027
Si 9.7676 -1.5456 13.6103 -0.0006 0.0003 -0.002
Si 2.1659 19.0504 15.5887 0 -0.0001 -0.0011
Si 9.3875 3.6824 14.1351 -0.0006 0.0002 -0.0015
Si 5.6548 9.6881 10.5822 0.002 0.0001 -0.0036
Si -4.0587 10.9615 16.7116 0.0009 0.0003 -0.0005
Si 1.6141 3.9402 10.2297 0.0078 -0.001 -0.0147
Si 2.7192 12.229 15.1315 0.0005 -0.0002 -0.0016
Si 11.3151 10.5315 15.7368 -0.0001 -0.0003 -0.0011
Si 0.0294 -2.5672 11.0325 -0.0021 0.0003 -0.0022
Si 4.57 3.4988 9.538 -0.0086 0.022 -0.0065
Si -3.159 12.057 19.2621 0.0006 -0.0001 0.0024
Si 1.8775 -5.6388 14.9815 0.0002 0 -0.0023
Si 4.3383 3.7119 16.1145 0.0012 0.0002 -0.0012
Si 3.8355 4.9098 18.834 0.0006 0.0009 0.0016
Si 5.3213 4.7968 21.5739 0.001 0.0015 0.0043
Si 13.1514 7.6539 18.5846 0.0003 -0.0001 0.0017
Si 8.4964 2.9934 9.8137 -0.0037 0.0006 -0.0033
Si -2.7599 4.0159 21.888 0.0002 0.0001 0.0056
Si 10.5865 -2.9682 20.1475 0.0001 -0.0003 0.0035
Si 8.8845 6.6356 14.4833 -0.0002 0 -0.0028
Si 3.3853 2.6187 22.0818 0.0001 -0.001 0.0054
Si 1.2676 9.6451 22.2573 -0.0005 0.0004 0.0045
Si 4.6631 9.7318 15.1868 0.0003 -0.0006 -0.0015
Si -1.5758 -1.063 18.0533 -0.0005 0 0.0014
Si 5.4741 11.5178 21.2159 0.0005 -0.0005 0.0039
Si 9.5016 6.5682 22.5524 0 0.001 0.0049
Si 10.2275 5.6682 10.233 -0.0028 -0.0002 -0.0064
Si -4.0168 8.6429 13.184 0 0.0001 -0.0025
Si 1.1833 3.0234 13.0482 -0.0001 0.0008 -0.0019
Si -0.8326 4.9239 16.5919 0.0006 -0.0001 -0.0002
Si 6.2227 1.818 11.4957 -0.0012 0.0001 -0.0023
O -5.4126 10.0978 16.5114 -0.0002 -0.0005 -0.0004
O 4.7288 4.3092 17.5855 -0.0003 0.0002 -0.0005
O 3.1943 4.2415 9.9348 0.0021 -0.0109 0.0038
O 5.3781 3.1207 10.8843 -0.0029 0.0014 -0.0029
O 1.3457 0.8825 15.9136 0.0008 0.0005 0.0001
O 2.6977 14.6799 19.0619 0 0 -0.0016
O -0.4206 2.8218 13.3151 0.002 0.0001 0.0001
O -0.5848 9.0991 9.7039 0.0021 0.0017 0.0017
O 2.3936 10.4028 21.3692 0.0002 -0.0001 -0.0031
O 0.8354 5.3019 10.6101 0.0042 -0.0037 -0.0008
O 9.885 -3.024 14.3167 0.0002 0.0002 0.0008
O 3.4849 2.3141 16.1423 -0.0003 -0.0005 -0.0001
O 1.3082 -1.5644 15.0723 0.0004 0 0.0002
O -2.5319 5.391 22.7245 0.0002 -0.0002 -0.0034
O -1.254 8.5093 18.8885 0.0002 0.0001 -0.0018
O 1.6271 7.8007 17.0809 0.0001 0.0003 -0.0011
O 8.1247 -1.0409 16.9533 0.0002 0.0001 -0.0003
O 11.0599 9.1064 21.2255 0.0004 0.0003 -0.0028
O 1.9783 2.5715 21.2731 0.0003 0.0003 -0.003
O 1.6512 8.06 10.8437 0 -0.0005 0.0013
O 4.7803 5.2621 20.1152 -0.0002 -0.0006 -0.0023
O -1.243 6.894 20.9727 0 -0.0001 -0.0027
O -1.8271 6.1601 16.0673 0.0005 0.0002 0
O -2.7248 9.6449 13.1783 0.0005 -0.0003 0.0011
O -0.2306 -0.6867 17.2139 0.001 0.0002 -0.001
O 6.4009 8.6386 11.6122 0 0.0004 0.0008
O 4.0685 9.2564 10.5082 -0.0003 -0.0001 0.0014
O 1.9275 6.8684 14.5797 0.0001 0 0.0005
O 13.148 12.9007 13.7282 -0.0001 0.0002 0.0001
O 5.6741 9.2919 13.9941 0.0006 -0.0004 0.0003
O 0.991 7.2404 19.5768 0.0003 0.0002 -0.0023
O 5.7706 11.2714 10.9829 -0.0002 -0.0003 0.0012
O -1.275 3.588 15.7476 0.0003 0.0002 -0.0003
O 10.0301 7.0046 11.1687 0.0007 0.0007 0.0012
O 3.3733 4.8372 15.4305 -0.0001 0.0004 0.0001
O 1.454 2.8697 11.4347 -0.0004 0.0001 0.0004
O 7.4238 7.2058 13.881 0.0005 0.0004 0.0009
O 8.9485 7.8807 23.3323 0.0012 -0.0012 -0.0046
O 0.2851 2.598 19.257 0.0003 0.0001 -0.0018
O -3.9627 11.887 20.6761 0 0.0003 -0.0027
O 3.7307 11.0049 14.7461 -0.0002 0.0005 0.0004
O 5.7023 3.3919 15.2642 0.0004 0.0001 0.0005
O -1.5024 3.9154 20.8322 0.0004 -0.0002 -0.0033
O -4.2299 4.0159 21.1798 -0.0007 0.0003 -0.003
O 4.7049 -0.4259 20.1688 0.0001 0.0001 -0.0024
O 3.2299 6.389 18.5035 0.0006 -0.0005 -0.0011
O 4.0161 4.1022 22.2874 0.0001 0.0002 -0.0034
O 6.6998 0.9097 18.0595 0.0001 -0.0002 -0.0011
O 2.8093 9.1291 19.019 0 -0.0001 -0.0019
O -0.1721 9.3488 12.3176 0.0006 -0.0001 -0.0003
O 5.9231 1.788 13.0935 0.0007 0.0005 0.0011
O -1.0115 4.6548 18.195 0.0003 0.0003 -0.002
O -1.9601 10.9501 19.2147 0.0002 -0.0002 -0.0023
O 11.6943 5.1213 16.1766 -0.0004 0 0.0001
O 7.0511 1.0311 15.4259 0.0002 0.0006 -0.0001
O -7.1887 8.4589 15.5838 0.0002 0.0004 0.0003
O -2.9918 3.0295 13.8793 0.0009 0.0004 0.0007
O 13.4168 11.8915 19.1963 0.0002 0.0003 -0.0018
O 8.508 2.5311 18.9337 0 0.0001 -0.0016
O 1.5134 4.5182 13.5998 -0.0002 -0.0008 -0.0002
O 9.2732 4.325 10.414 -0.0008 0.0006 0.0028
O 7.7636 2.1609 11.0144 0.0011 0.0006 0.0007
O 10.137 -0.2959 14.603 -0.0001 0 0.0001
O 9.318 5.2698 13.6542 0.0005 0 0.0008
H -0.3684 10.0359 9.5463 -0.0005 -0.0011 -0.0023

Results
free energy: -133980.396 eV
free energy less fixed offsets of H -15.97, O -568.88, Si -635.61 eV per atom: -2.466 eV

The program warned: the cutoff lies below the one the program advises for these potential files; the forces do not sum to zero within the program's tolerance; the exchange-correlation potential is rough where the density is thin.
